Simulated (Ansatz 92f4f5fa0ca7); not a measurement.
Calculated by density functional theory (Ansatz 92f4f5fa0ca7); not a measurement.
Periodic cell of 222 atoms, Si134O80N8, from a study of silicon, its oxide and their interface. The atomic structure is a simulated model.
Doubt: the cutoff is far below the 930 eV that the study's wrapper takes by default for these files, so forces and energies are approximate.
This geometry differs little from another in the collection (a relaxation step or a small displacement).

Settings: functional PBE; potential files Ansatz PAW; basis plane waves; wave-function cutoff 580 eV; density cutoff ratio 5; exchange-correlation grid ratio 1; k mesh 1 x 1 x 1, Gamma-centred; self-consistency stop 5e-08 eV per atom in the density residual; occupations fixed; spin none; net charge 0.

Cell vectors (angstrom)
a 10.938 0 0
b 0 10.938 0
c 0 0 31.79

Atoms: element, x, y, z (angstrom)
Si 0.3269 -0.5381 24.2302
Si 5.8065 -0.2214 24.2223
Si 2.665 2.9727 24.3943
Si 8.0287 3.4098 24.0885
Si 0.3003 5.1115 24.4546
Si 6.2089 5.2714 24.1574
Si 2.5077 8.0222 24.2264
Si 8.1171 8.5353 24.1354
Si 1.4056 1.2683 25.5007
Si 6.8773 1.4957 25.5663
Si 4.3296 4.1187 25.6616
Si 9.6274 3.9673 25.7027
Si 1.3733 6.7403 25.8149
Si 6.9078 6.9486 25.6052
Si 4.1751 9.3988 25.4633
Si 9.6065 9.5696 25.6896
Si 2.8041 -0.0774 26.8974
Si 8.2188 0.0548 26.9674
Si 0.051 2.6039 26.9992
Si 5.5026 2.6778 27.0355
Si 2.8389 5.4166 27.029
Si 8.2518 5.477 26.9843
Si -0.0099 8.1738 27.0486
Si 5.482 8.1815 27.0011
Si 4.1018 1.3673 28.3717
Si 9.5708 1.3673 28.3717
Si 1.3673 4.1018 28.3717
Si 6.8362 4.1018 28.3717
Si 4.1018 6.8362 28.3717
Si 9.5708 6.8362 28.3717
Si 1.3673 9.5708 28.3717
Si 6.8362 9.5708 28.3717
Si 0 0 29.739
Si 5.469 0 29.739
Si 2.7345 2.7345 29.739
Si 8.2035 2.7345 29.739
Si 0 5.469 29.739
Si 5.469 5.469 29.739
Si 2.7345 8.2035 29.739
Si 8.2035 8.2035 29.739
Si 1.3673 1.3673 31.1062
Si 6.8362 1.3673 31.1062
Si 4.1018 4.1018 31.1062
Si 9.5708 4.1018 31.1062
Si 1.3673 6.8362 31.1062
Si 6.8362 6.8362 31.1062
Si 4.1018 9.5708 31.1062
Si 9.5708 9.5708 31.1062
Si 2.7345 0 0.6835
Si 8.2035 0 0.6835
Si 0 2.7345 0.6835
Si 5.469 2.7345 0.6835
Si 2.7345 5.469 0.6835
Si 8.2035 5.469 0.6835
Si 0 8.2035 0.6835
Si 5.469 8.2035 0.6835
Si 4.1018 1.3673 2.0507
Si 9.5708 1.3673 2.0507
Si 1.3673 4.1018 2.0507
Si 6.8362 4.1018 2.0507
Si 4.1018 6.8362 2.0507
Si 9.5708 6.8362 2.0507
Si 1.3673 9.5708 2.0507
Si 6.8362 9.5708 2.0507
Si 0 0 3.418
Si 5.469 0 3.418
Si 2.7345 2.7345 3.418
Si 8.2035 2.7345 3.418
Si 0 5.469 3.418
Si 5.469 5.469 3.418
Si 2.7345 8.2035 3.418
Si 8.2035 8.2035 3.418
Si 1.297 1.4091 4.7128
Si 6.7722 1.4119 4.8649
Si 4.1568 4.1328 4.8095
Si 9.5356 4.152 4.7538
Si 1.3612 6.815 4.7722
Si 6.716 6.8764 4.845
Si 4.0734 9.617 4.8267
Si 9.5132 9.6497 4.7531
Si 2.6568 0.1205 6.0559
Si 8.191 0.043 6.2159
Si -0.0278 2.7888 6.0495
Si 5.3866 2.7891 6.3268
Si 2.8265 5.5317 6.1458
Si 8.1182 5.4859 6.1094
Si -0.0737 8.2293 5.9911
Si 5.3133 8.2312 6.3524
Si 3.6913 1.5789 7.5828
Si 9.3427 1.7553 7.5235
Si 1.6173 3.9137 7.285
Si 7.0429 4.0091 7.6308
Si 3.5344 7.2421 7.8265
Si 9.2758 7.1155 7.3323
Si 1.3394 9.5529 7.2565
Si 7.0159 9.3742 7.5297
N 7.8641 5.0947 23.4097
O 1.5597 9.3416 23.8903
N 10.0641 1.4934 9.1112
N 3.0704 6.2525 12.2549
O 9.0442 3.1786 13.9569
O 8.0711 8.1356 7.771
O 1.5065 4.0737 23.9087
O 9.8115 4.272 9.8934
O 2.4306 8.4515 7.7862
O 6.7022 9.883 9.0899
O 9.7989 6.644 8.8086
O 6.7469 4.7666 9.1186
O 0.8676 4.939 8.3578
O 8.0378 3.5042 20.3075
N 5.6802 2.9452 21.758
O 3.2785 2.4041 22.9706
O 10.4473 -0.6812 22.7726
O 9.4742 11.8062 19.2597
N 8.9493 7.9377 22.7004
N -0.271 5.7728 22.9557
Si 0.2554 7.4049 11.9009
Si -3.2168 9.9163 10.3686
Si 7.7648 5.0874 20.0221
Si 6.6171 0.3166 16.5736
Si 9.0206 6.1565 22.5209
Si 3.9462 11.51 10.4414
Si 6.4619 1.4339 11.5332
Si 6.363 9.194 18.3442
Si 13.3799 12.2251 19.7437
Si -2.7072 8.1461 12.6646
Si 2.0771 6.3841 13.6862
Si 1.6313 10.2797 11.7885
Si 6.5487 6.216 17.6579
Si 0.2624 -0.8605 16.4034
Si 12.5553 12.124 14.347
Si 9.97 2.0573 13.2261
Si 13.4797 -2.7427 16.0555
Si 3.1619 3.8103 14.7241
Si 19.6533 10.575 14.6561
Si 5.2013 4.6054 21.5215
Si 7.321 13.4369 21.391
Si 10.3263 2.761 10.2692
Si 4.4623 1.7125 22.0799
Si 10.705 10.7469 19.4726
Si 15.459 5.4387 12.7081
Si 2.4345 3.0623 9.9447
Si 10.1916 8.9085 21.8408
Si 3.5995 5.4432 17.3332
Si 10.7798 5.5394 9.4645
Si 1.0476 6.4523 22.0276
Si -4.3924 4.2557 10.6608
Si 7.6143 14.4767 13.2562
Si 7.8786 11.4474 19.2624
Si 14.9366 -0.2625 17.4905
Si 10.5198 -0.0777 9.6413
Si -8.3531 6.0765 10.6021
Si 6.7088 6.0864 14.4916
Si 13.3296 4.4361 19.9825
O 9.6639 2.2685 11.6579
O 3.7813 4.5627 20.785
O 1.9977 10.9974 13.2133
O 14.2811 -1.3764 16.4771
O 4.8712 -1.0998 18.6189
O 1.9735 2.8628 19.7913
O 14.0265 6.9473 16.9505
O 7.323 8.7034 11.4129
O 5.1002 5.4582 22.9233
O 5.0111 11.5982 16.5569
O 0.5667 2.2491 13.6802
O 3.7155 4.295 16.1756
O -1.3575 11.4822 13.6389
O 6.8515 6.4835 16.0673
O 6.7626 2.1521 12.9744
O 7.7638 5.3975 18.4085
N 2.5187 2.7201 8.2447
O 0.3934 11.0484 11.0548
O 3.7004 12.0342 20.7636
O 11.8991 8.6146 16.173
O 0.4527 -3.0759 21.4748
O 6.9899 9.6783 23.6367
O 9.2641 9.8343 9.8277
O 6.7475 -1.3102 16.8086
O 3.3068 2.0179 10.8136
O 2.7118 7.6429 14.5275
O 5.3919 5.1722 11.3652
O -2.8162 2.807 7.9409
O 12.923 4.932 14.4498
O 4.2722 0.6098 8.8322
O -1.3106 -3.1524 11.9058
O 7.6689 11.3709 11.1178
O 2.3772 6.9278 22.9229
O 7.2188 1.0729 20.6355
O -9.9778 13.8917 10.5746
O 7.4718 11.4911 15.2149
O 6.9158 4.475 14.3794
O 2.5476 4.9927 18.4754
O 3.4496 6.9319 9.4824
O 4.2052 4.0043 13.4708
O 8.25 2.4077 22.7545
O 1.0507 0.3762 15.6511
O 11.5394 -0.7676 8.5808
N 0.8279 6.3496 10.6403
O 12.0332 0.4524 20.1838
O 12.1373 8.7319 11.9417
O 8.8598 5.9529 20.878
O 6.4235 7.6084 18.4819
O 5.1287 5.47 17.8831
O 7.7519 6.8344 13.4916
O 6.2023 2.6547 10.4669
O 2.9332 10.2961 10.8113
O 6.2719 5.4127 20.5953
O 13.7405 13.1537 14.8021
O 5.1816 11.3692 11.4924
O 9.6574 -0.8756 15.8816
O 5.1198 11.3794 22.8643
O -3.1965 4.3171 11.8035
O 13.8824 11.6589 18.2725
O 8.2384 9.298 13.8009
O 5.2351 6.3942 13.8493
O 7.4831 9.8547 19.3255
O 7.2588 12.0558 17.8635
O 11.1872 10.2581 18.0087
O 10.0055 -1.3735 20.3519
O 2.9727 4.5545 10.1856
O 1.3535 5.3846 20.817
O 11.4559 6.6818 13.3391

Results
free energy: -133763.755 eV
free energy less fixed offsets of N -385.13, O -568.88, Si -635.61 eV per atom: -0.575 eV

Forces (eV/angstrom), in the order of the atoms: element, x, y, z
Si -0.1217 -0.1989 -0.1867
Si 0.1818 -0.0398 -0.3574
Si -0.1663 0.2745 -0.4291
Si 0.1826 -0.4664 -0.0996
Si 0.1812 -0.1788 0.0182
Si -0.32 0.2532 0.1265
Si -0.5289 -0.1739 0.0018
Si -0.177 0.2775 0.2865
Si 0.0758 0.1202 -0.0313
Si -0.0571 -0.0911 -0.2569
Si -0.0088 -0.04 -0.1969
Si 0.0086 0.3525 -0.2412
Si -0.0774 -0.1179 -0.1995
Si 0.4644 0.024 -0.4206
Si 0.1746 0.178 -0.1366
Si 0.016 -0.1342 -0.1826
Si -0.0817 -0.1281 -0.0381
Si 0.0209 0.1677 -0.0356
Si 0.2436 -0.0138 -0.0305
Si 0.0128 0.0794 0.0135
Si 0.2107 -0.0163 0.0315
Si -0.1929 -0.1889 -0.2351
Si -0.0124 0.0219 0.0978
Si -0.0051 0.0612 -0.0589
Si -0.1939 -0.5117 -0.173
Si 0.0109 -0.2737 0.3517
Si 0.18 -0.5013 -0.2103
Si 0.2037 0.1162 -0.0935
Si 0.1838 -0.0214 0.3468
Si -0.0542 -0.1733 0.3991
Si 0.2015 0.015 -0.2521
Si -0.0242 0.2265 -0.2656
Si -0.0167 0.0677 -0.0293
Si -0.0235 0.0176 -0.0346
Si -0.1363 -0.0055 -0.0286
Si 0.074 0.1457 -0.0355
Si -0.0699 0.0796 -0.0589
Si 0.0221 0.0751 -0.0063
Si 0.0037 0.073 -0.0423
Si 0.0488 0.001 -0.0438
Si -0.024 -0.0372 0.0154
Si 0.0087 -0.0164 -0.0091
Si 0.0547 -0.0226 -0.0085
Si 0.0678 -0.0798 0.0113
Si 0.039 -0.0396 -0.0068
Si -0.0445 -0.0088 0.0112
Si -0.0009 -0.0718 0.008
Si 0.0733 -0.0483 -0.0043
Si -0.0111 0.0299 0.0014
Si -0.0036 0.0344 -0.0034
Si -0.0187 0.0456 0.0112
Si -0.0136 0.0503 0.0252
Si -0.0767 0.0346 0.002
Si 0.0458 0.0511 -0.0164
Si -0.0651 0.0542 0.0072
Si -0.0273 0.036 0.0088
Si 0.01 -0.0295 0.0553
Si 0.0088 -0.0933 -0.0071
Si 0.0457 0.0114 -0.0093
Si 0.0536 0.0142 0.0193
Si -0.0009 -0.0568 0.0227
Si 0.0794 -0.0577 0.0684
Si -0.0142 -0.0587 0.0275
Si 0.0324 -0.073 0.0113
Si -0.2519 -0.0005 -0.5621
Si 0.0729 0.0704 0.3244
Si 0.1047 0.4293 0.0522
Si -0.2924 -0.0586 0.217
Si -0.0102 0.0214 -0.296
Si 0.1076 0.1304 -0.1786
Si 0.0168 0.1059 0.1838
Si -0.5677 0.1335 0.264
Si 0.0155 0.0841 -0.1232
Si 0.0771 0.0333 0.008
Si -0.1383 -0.1033 -0.058
Si -0.1077 0.0988 -0.1181
Si 0.0524 0.0426 -0.0702
Si -0.0072 0.1973 -0.0542
Si -0.0081 -0.1679 -0.0474
Si -0.0537 -0.0583 -0.1443
Si -0.0043 -0.0871 0.1814
Si 0.0537 0.1945 0.3143
Si -0.2161 -0.0526 0.3452
Si 0.1106 -0.1001 0.3241
Si -0.0574 0.2209 0.3692
Si 0.1604 -0.1184 0.2074
Si -0.1237 -0.0817 0.2283
Si -0.0729 0.0799 0.2806
Si 0.3386 -0.1899 -0.0047
Si -0.1468 0.1209 0.0565
Si -0.3975 0.1559 0.0671
Si -0.0768 0.1519 0.1262
Si -0.1562 -0.1246 0.0288
Si -0.1978 0.0273 -0.0267
Si 0.0813 -0.2095 0.1569
Si 0.094 0.012 0.1536
N -0.2115 0.0211 0.0098
O 0.0809 0.0643 0.2843
N -0.1701 0.0758 -0.3559
N 0.1633 -0.1327 -0.0185
O -0.0472 -0.0261 -0.1676
O 0.023 0.1081 -0.2671
O 0.0744 -0.0918 0.4866
O 0.0052 0.0044 -0.0692
O 0.1858 -0.1183 -0.1102
O -0.1208 -0.0603 -0.3555
O 0.184 -0.1374 0.073
O 0.0848 -0.0809 -0.4369
O 0.1916 -0.0806 -0.1844
O -0.0918 0.0115 0.0835
N -0.077 -0.14 0.0923
O 0.0371 -0.0143 0.2189
O 0.1939 0.1831 0.2394
O -0.0157 -0.0302 -0.0196
N -0.2824 -0.1477 0.1508
N 0.0276 -0.2223 0.2731
Si -0.0738 0.102 0.3599
Si -0.1112 -0.0012 0.2534
Si 0.1166 -0.0437 0.0044
Si 0.0362 0.0111 0.0646
Si 0.1341 0.0684 -0.0581
Si -0.0716 -0.0298 0.3348
Si 0.0565 0.0313 0.257
Si 0.1289 0.0351 0.0556
Si -0.1812 0.1257 -0.0288
Si 0.0128 -0.0426 0.1257
Si -0.2084 0.1254 0.0035
Si 0.0668 -0.0759 0.1057
Si 0.0697 0.0213 -0.0341
Si -0.0725 0.0342 0.1004
Si -0.1564 0.0338 -0.0726
Si 0.1206 0.0188 0.2846
Si -0.0243 -0.0706 -0.0599
Si -0.0605 0.1366 0.0079
Si 0.0728 0.0032 0.0174
Si -0.0062 0.0381 -0.1792
Si 0.1689 -0.0022 -0.1543
Si -0.0656 -0.0715 0.2278
Si -0.1007 0.057 -0.0354
Si -0.1116 0.0989 0.0216
Si 0.0186 0.0601 0.1727
Si 0.1167 -0.0488 0.0972
Si -0.3697 -0.0302 -0.0936
Si -0.0165 -0.0766 -0.0159
Si -0.0128 0.0534 0.1049
Si -0.0461 -0.055 -0.1604
Si 0.0059 -0.1507 0.1774
Si 0.0405 -0.0326 0.2439
Si 0.1464 -0.0631 -0.0055
Si -0.0085 -0.0187 0.0361
Si 0.2577 -0.2653 0.2439
Si -0.2736 0.0589 0.2347
Si -0.0058 0.0125 0.0258
Si -0.0784 -0.0973 0.0091
O 0.0164 0.1202 -0.2651
O 0.0541 0.0398 0.0805
O 0.0416 0.0198 -0.0215
O -0.0071 0.0082 -0.0373
O -0.0349 0.0119 0.0302
O 0.0373 0.0111 0.0361
O -0.0204 0.0519 0.0214
O 0.0448 0.1264 -0.1929
O 0.1565 -0.1018 0.097
O 0.0266 -0.0108 -0.0306
O -0.0128 -0.0295 0.0088
O 0.0073 -0.0253 -0.0028
O -0.016 -0.0392 -0.0549
O -0.015 0.0035 0.0185
O 0.0085 -0.0181 -0.1208
O -0.0404 0.0005 0.1037
N 0.1158 0.0619 -0.2382
O -0.1684 0.054 -0.1218
O 0.1835 0.0703 0.1395
O 0.0038 0.0001 -0.0273
O 0.151 0.0736 -0.0524
O -0.175 0.0714 0.4864
O 0.1216 0.0022 -0.0569
O -0.0346 0.001 0.0095
O -0.0774 0.1265 -0.0516
O 0.0392 -0.0364 0.0792
O 0.0251 -0.0171 -0.1719
O 0.2471 -0.1862 -0.2893
O 0.0599 0.0033 -0.0146
O -0.0755 0.2277 -0.1922
O 0.0379 -0.0615 -0.0978
O 0.0647 -0.0723 -0.1124
O 0.1494 0.2981 0.1756
O 0.0316 -0.0394 0.0477
O 0.0372 0.0303 -0.0347
O -0.0449 0.0343 -0.0094
O 0.01 -0.047 -0.0322
O 0.0262 0.0426 -0.0788
O 0.2521 -0.01 -0.5633
O 0.0361 0.0106 -0.077
O -0.1379 0.1789 0.1422
O 0.0306 -0.0095 0.0205
O -0.1025 0.1243 -0.173
N 0.0353 -0.0681 -0.3602
O 0.0748 0.0043 0.0216
O 0.0119 0.0747 -0.0714
O -0.1193 -0.1104 0.0947
O -0.0297 -0.0585 0.014
O 0.0332 -0.0223 -0.0113
O 0.0335 0.0143 -0.0691
O -0.0453 0.0377 -0.0543
O 0.0928 -0.0062 -0.1678
O -0.1276 -0.0419 0.0742
O 0.0304 0.017 0.0161
O -0.1073 -0.024 -0.1689
O 0.0445 -0.0206 -0.015
O 0.1114 -0.0232 0.2302
O -0.0649 0.064 -0.2293
O 0.0564 -0.0155 0.005
O 0.0093 0.0477 -0.0114
O 0.0158 -0.0019 -0.031
O -0.071 0.0225 -0.0438
O -0.045 0.0179 -0.0263
O 0.0645 -0.0348 -0.066
O 0.0156 -0.1054 0.183
O 0.0315 -0.1414 -0.0605
O 0.0549 0.1947 0.1557
O 0.0415 -0.0447 -0.0985

The program warned: the cutoff lies below the one the program advises for these potential files; the exchange-correlation potential is rough where the density is thin.
